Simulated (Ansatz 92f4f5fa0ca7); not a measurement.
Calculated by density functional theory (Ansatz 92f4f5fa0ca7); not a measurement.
Periodic cell of 255 atoms, Si165O90, from a study of silicon, its oxide and their interface. The atomic structure is a simulated model.
This geometry differs little from another in the collection (a relaxation step or a small displacement).

Settings: functional PBE; potential files Ansatz PAW; basis plane waves; wave-function cutoff 700 eV; density cutoff ratio 5; exchange-correlation grid ratio 1; k mesh 2 x 2 x 1, shifted by 0.5 0.5 0.5 of a step; self-consistency stop 5e-08 eV per atom in the density residual; occupations fixed; spin none; net charge 0.

Cell vectors (angstrom)
a	10.938	0	0
b	0	10.938	0
c	0	0	37.0262

Atoms: element, x, y, z (angstrom)
Si	0	0	0.683
Si	5.469	0	0.683
Si	2.7345	2.7345	0.683
Si	8.2035	2.7345	0.683
Si	0	5.469	0.683
Si	5.469	5.469	0.683
Si	2.7345	8.2035	0.683
Si	8.2035	8.2035	0.683
Si	1.3673	1.3673	2.0503
Si	6.8362	1.3673	2.0503
Si	4.1018	4.1018	2.0503
Si	9.5708	4.1018	2.0503
Si	1.3673	6.8362	2.0503
Si	6.8362	6.8362	2.0503
Si	4.1018	9.5708	2.0503
Si	9.5708	9.5708	2.0503
Si	2.7345	0	34.9747
Si	8.2035	0	34.9747
Si	0	2.7345	34.9747
Si	5.469	2.7345	34.9747
Si	2.7345	5.469	34.9747
Si	8.2035	5.469	34.9747
Si	0	8.2035	34.9747
Si	5.469	8.2035	34.9747
Si	4.1018	1.3673	36.3419
Si	9.5708	1.3673	36.3419
Si	1.3673	4.1018	36.3419
Si	6.8362	4.1018	36.3419
Si	4.1018	6.8362	36.3419
Si	9.5708	6.8362	36.3419
Si	1.3673	9.5708	36.3419
Si	6.8362	9.5708	36.3419
Si	-0.1731	-0.1537	26.7452
Si	4.2491	-0.2531	26.1166
Si	2.6693	2.4162	26.7267
Si	7.2614	2.9491	26.9561
Si	-0.5383	5.5168	26.7979
Si	5.6824	4.9159	26.9244
Si	1.8587	8.745	25.4637
Si	8.2789	7.8345	26.6966
Si	1.2208	1.2356	28.1248
Si	6.4272	1.1703	28.4219
Si	3.9476	3.9142	28.1386
Si	9.1871	3.958	28.1192
Si	1.14	6.8002	27.9333
Si	6.747	6.6981	28.0982
Si	4.6802	10.317	28.3482
Si	9.3901	9.4576	28.0989
Si	2.7366	0.0823	29.5455
Si	8.1351	-0.0352	29.5237
Si	-0.1408	2.7162	29.408
Si	5.3112	2.7661	29.7118
Si	2.6196	5.4947	29.3277
Si	8.1194	5.4663	29.5783
Si	-0.04	8.2128	29.4483
Si	5.481	8.28	29.3787
Si	3.9678	1.4141	31.0414
Si	9.5254	1.3505	30.8521
Si	1.2693	4.1259	30.7602
Si	6.7632	4.1381	30.9559
Si	4.0332	6.8814	30.716
Si	9.5554	6.8424	30.8601
Si	1.3668	9.5588	30.8239
Si	6.8176	9.5253	30.9005
Si	-0.0051	0.0009	32.2044
Si	5.4207	-0.0235	32.2503
Si	2.6139	2.8248	32.2777
Si	8.1608	2.7183	32.2426
Si	-0.0373	5.4599	32.2155
Si	5.3887	5.5471	32.2149
Si	2.7031	8.18	32.1979
Si	8.2014	8.1966	32.2591
Si	1.333	1.3661	33.6123
Si	6.8117	1.3414	33.609
Si	4.0756	4.1321	33.6018
Si	9.553	4.0839	33.5992
Si	1.3529	6.8137	33.5903
Si	6.8176	6.8358	33.6064
Si	4.0719	9.5358	33.6029
Si	9.5776	9.574	33.6011
Si	2.7462	-0.0157	3.3974
Si	8.2224	0.0216	3.4336
Si	0.0325	2.7636	3.4282
Si	5.5111	2.7504	3.4181
Si	2.7491	5.4798	3.4332
Si	8.2427	5.4912	3.4176
Si	0.0083	8.1931	3.4072
Si	5.4665	8.2067	3.442
Si	4.1823	1.2993	4.7224
Si	9.6257	1.3938	4.7977
Si	1.402	4.1234	4.8314
Si	6.891	4.1381	4.7885
Si	4.1177	6.8172	4.8396
Si	9.6678	6.79	4.8156
Si	1.3899	9.5389	4.7565
Si	6.8702	9.5649	4.796
Si	0.0455	-0.0385	6.1226
Si	5.5351	0.0101	6.1907
Si	2.8267	2.6653	6.0294
Si	8.3432	2.8625	6.1533
Si	0.1082	5.5037	6.3123
Si	5.5273	5.4576	6.2123
Si	2.7148	8.1931	6.1816
Si	8.2567	8.1517	6.1012
Si	1.4928	1.3169	7.4039
Si	6.9763	1.4926	7.4313
Si	4.2389	3.88	7.4575
Si	9.6522	4.182	7.7085
Si	1.394	6.9574	7.7465
Si	6.9593	6.8312	7.5575
Si	4.1224	9.5112	7.502
Si	9.5875	9.5197	7.4558
Si	2.8541	0.0135	8.8653
Si	8.2363	0.0147	8.6906
Si	0.1218	2.5939	8.8161
Si	5.6515	2.7318	8.9361
Si	2.8109	5.8891	9.3917
Si	8.2273	5.5546	9.1452
Si	-0.0951	8.2704	9.009
Si	5.5876	8.2287	8.8651
Si	4.7346	0.8759	10.0855
Si	9.8286	1.052	10.0305
Si	1.6556	3.8943	11.2728
Si	6.3886	4.5671	10.3237
Si	4.8943	6.5096	10.3468
Si	9.3747	7.1551	10.5683
Si	1.1985	9.8569	10.1435
Si	6.4337	10.1357	9.8967
O	9.3914	6.7022	26.1493
O	5.672	-0.3662	25.3172
O	12.9612	5.3995	10.7633
O	2.8964	3.1647	12.0315
O	5.1196	5.6439	25.5241
O	0.6108	9.7767	25.686
O	0.0348	0.0031	10.626
O	1.2281	3.0453	9.9682
O	6.5124	4.1849	11.954
O	3.1224	4.5577	8.4749
O	10.2687	6.3905	11.7261
O	1.9239	9.2739	11.527
O	4.5583	1.1429	11.7226
O	0.4238	4.0005	12.3058
O	9.129	1.7468	11.3543
O	4.8416	6.818	11.9853
O	7.557	8.6003	25.4141
O	12.8392	7.6574	26.6947
O	1.7705	8.0205	23.9923
O	3.6629	1.2905	25.9525
O	9.8857	0.9307	25.8605
O	0.2342	4.6574	25.6065
O	7.6869	13.3312	25.4519
O	3.2403	9.5993	25.4372
Si	10.9007	2.212	22.8412
Si	6.8746	9.8032	24.5343
Si	1.552	11.9831	16.8738
Si	10.7131	-0.0383	14.6357
Si	5.7975	-0.2485	16.6142
Si	12.7891	6.8744	17.2181
Si	3.3982	1.7588	12.6925
Si	4.1738	5.3205	24.2335
Si	4.2411	2.1225	15.7731
Si	10.1299	2.9157	17.3032
Si	8.6898	1.1654	12.8163
Si	-5.9595	9.1633	19.078
Si	14.7265	4.4406	17.5601
Si	8.7388	11.0979	16.7101
Si	8.6235	-0.2432	19.812
Si	7.6561	-5.1363	20.7419
Si	3.7	2.5372	19.8635
Si	7.3514	9.4173	11.8658
Si	5.4159	3.9021	21.9054
Si	10.9558	10.5	21.5609
Si	-2.2003	1.351	24.7677
Si	-0.5806	5.1657	12.8018
Si	-1.6026	8.1839	21.1342
Si	-4.9333	6.3775	18.1515
Si	7.2798	5.9139	15.2428
Si	2.8037	7.6724	22.7575
Si	5.1724	9.5394	22.0038
Si	-0.6533	5.7236	15.7426
Si	10.2697	4.0366	20.2789
Si	1.8424	10.0323	12.9732
Si	-4.8927	1.2905	20.8737
Si	5.5388	7.4901	13.2964
Si	1.539	3.7792	25.1068
Si	0.9864	6.7146	20.1977
Si	7.4666	3.8091	13.2386
Si	14.5704	8.6708	15.2594
Si	13.1749	-0.1733	19.5456
O	9.9248	3.2638	18.8808
O	5.1456	1.8058	19.5988
O	6.369	2.5786	21.8211
O	1.4219	10.9478	18.1317
O	4.4488	7.4816	14.5097
O	1.0666	2.9416	23.787
O	7.0393	4.3605	14.7322
O	-3.3972	2.1817	13.3659
O	4.0112	2.0431	14.1689
O	13.5825	1.3122	20.1364
O	9.0662	1.7868	16.7349
O	4.3371	3.6762	16.2303
O	13.8059	9.4309	14.0551
O	16.7283	10.2825	18.2034
O	8.1819	10.5598	12.6959
O	18.2707	10.5518	16.1063
O	2.6054	8.0812	16.3922
O	8.842	4.6938	20.7035
O	-5.8317	7.7358	18.3045
O	3.1209	3.3897	18.6124
O	4.0078	3.5936	21.0888
O	-5.3352	19.833	20.5635
O	6.2941	5.1907	21.4046
O	10.9297	5.6592	14.2449
O	9.9411	1.1766	13.8655
O	2.6866	4.8577	24.6818
O	7.9966	0.0086	24.2025
O	0.3339	17.5841	16.6521
O	1.0862	0.4776	15.4355
O	5.0048	5.1197	18.4046
O	8.8904	-0.3003	18.2374
O	8.8041	6.3703	15.5895
O	-0.771	9.1769	22.1794
O	12.2471	-0.9018	20.6741
O	8.2947	7.0285	21.6533
O	0.3187	9.8312	13.5391
O	7.4024	0.6952	20.2704
O	0.557	5.1281	20.1246
O	10.7697	2.9994	21.4283
O	2.6992	5.5037	17.013
O	6.8365	6.7372	13.9122
O	8.3512	-2.7686	11.4026
O	5.1926	11.1653	21.7879
O	0.7179	13.329	17.1711
O	9.4299	2.1626	23.5435
O	3.9452	6.6105	23.2653
O	9.7748	-0.6864	15.7815
O	9.9412	0.3451	20.5534
O	1.7654	7.1699	18.8281
O	4.7086	9.7219	15.8898
O	6.2746	9.1601	23.1532
O	-2.5522	-1.7853	20.2459
O	3.6667	9.0148	22.3669
O	8.9107	4.4707	12.9298
O	7.2442	6.3017	19.2202
O	3.4698	-1.1944	19.2568
O	16.499	1.3214	16.2547
O	6.1316	-1.9886	12.8648
O	2.1676	11.627	12.7547
O	4.9655	4.1483	23.4381
O	11.4117	11.5937	22.6729
O	1.943	7.0556	21.4966
O	-0.9086	4.2538	16.3958
O	6.4616	-4.664	16.5953
O	-0.4368	7.5026	20.2298
O	14.0432	1.3776	16.6571

Results
free energy: -156096.648 eV
free energy less fixed offsets of O -569.03, Si -635.61 eV per atom: -8.298 eV

Forces (eV/angstrom), in the order of the atoms: element, x, y, z
Si	-0.0316	-0.0179	0.007
Si	0.0351	-0.0198	0.0222
Si	0.0002	-0.0609	-0.0002
Si	0.0173	-0.1004	0.002
Si	0.0191	-0.0672	0.0008
Si	-0.0193	-0.0348	0.0133
Si	0.0694	-0.027	-0.0137
Si	-0.0833	0.0393	0.0022
Si	0.0922	0.0817	0.0525
Si	0.1659	0.0425	-0.0265
Si	0.0605	-0.0143	0.1393
Si	0.0625	-0.0329	0.0002
Si	0.1323	-0.035	-0.0346
Si	0.0724	0.1072	0.1591
Si	0.051	-0.1859	-0.0964
Si	0.0004	0.0362	0.0991
Si	-0.074	-0.0067	-0.1266
Si	0.0206	-0.0271	-0.0234
Si	-0.1909	-0.0439	0.0989
Si	-0.1292	0.0812	-0.1876
Si	-0.084	0.1124	0.124
Si	-0.1191	-0.0678	-0.0941
Si	0.0377	-0.0207	-0.1102
Si	-0.0582	0.0077	0.0566
Si	-0.0142	0.0399	-0.0153
Si	-0.0361	0.0914	0.0076
Si	0.0039	0.0357	-0.0152
Si	0.0319	0.0164	0.0061
Si	-0.0336	0.0446	0.0099
Si	0.0101	0.0301	-0.0114
Si	0.023	0.0149	0.0068
Si	0.0114	0.0171	-0.0168
Si	0.009	0.0078	0.0184
Si	-0.0025	0.0009	-0.0069
Si	-0.0074	0.0008	0.0014
Si	-0.0045	-0.0065	-0.0013
Si	-0.0074	-0.0016	-0.04
Si	-0.0108	-0.0015	0.0153
Si	-0.0034	0.0072	-0.0015
Si	-0.011	0.0284	0.0224
Si	-0.0096	0.0001	-0.0099
Si	0.0236	0.0138	0.0179
Si	-0.0057	0.0289	0.0026
Si	0.0093	-0.0308	0.02
Si	0.0245	0.0163	0.0132
Si	0.0044	-0.007	-0.0105
Si	-0.0063	-0.0144	0.0163
Si	0.0056	-0.0142	-0.0044
Si	-0.0036	-0.015	0.0032
Si	-0.0255	0.0104	-0.0122
Si	-0.0066	0.0107	-0.0164
Si	0.0025	-0.0223	0.0158
Si	0.0162	-0.0219	-0.0176
Si	-0.0146	0.008	0.0104
Si	-0.0106	0.0098	-0.0142
Si	-0.0061	0.0079	-0.0015
Si	0.0134	0.0074	-0.001
Si	-0.0017	-0.0069	0.0038
Si	-0.0099	-0.0027	0.007
Si	-0.0033	-0.0086	-0.0052
Si	0.0008	0.008	-0.0036
Si	-0.006	-0.0039	0.017
Si	0.0127	0.0053	-0.0016
Si	-0.007	0.0089	-0.0117
Si	-0.0009	-0.0043	-0.0067
Si	-0.0063	0.0011	0.0033
Si	-0.0035	-0.0067	0.0005
Si	-0.0002	0.0037	0.0028
Si	0.0033	0.0031	-0.0002
Si	-0.0022	-0.0014	-0.0061
Si	0.0022	0.0065	0.0018
Si	0.0149	-0.0153	0.0024
Si	0.0017	0.0053	0.0053
Si	0.0016	-0.0002	0
Si	0.0019	0.0006	0.0059
Si	-0.0005	-0.0014	0
Si	-0.0061	-0.0032	-0.0013
Si	0.0028	0.0016	0.006
Si	0.003	0.0005	0.0001
Si	-0.004	0.0015	0.0014
Si	0.0008	0.0013	-0.0006
Si	0.0009	-0.0029	0.0034
Si	0.0003	0.0009	0.0012
Si	-0.0013	0.0026	0.0029
Si	-0.0027	-0.0007	0.0014
Si	0.0011	0.0029	0.0016
Si	-0.0017	-0.0007	0.0046
Si	-0.0011	0.0003	0.0014
Si	-0.0063	0.0018	0.0025
Si	0.0042	0.002	-0.0018
Si	0.0059	-0.0072	-0.0026
Si	0.002	-0.0071	-0.0037
Si	0.0009	-0.0005	-0.0066
Si	-0.0064	0.0091	-0.0016
Si	-0.0076	-0.0007	-0.002
Si	0.0039	0.0028	0
Si	-0.0075	-0.0083	0.0007
Si	-0.0028	-0.0021	-0.0004
Si	0.0052	0.0062	-0.0182
Si	0.0003	0.0025	-0.0142
Si	0.0005	0.0032	0.0087
Si	0.0012	0.0044	0.0146
Si	0.0049	0.0088	-0.0075
Si	0.0108	0.0041	-0.0149
Si	-0.0035	0.0004	0.0101
Si	-0.0025	-0.0094	-0.0022
Si	-0.0144	-0.0292	-0.0144
Si	0.0103	0.0026	0.0125
Si	-0.0212	-0.0098	-0.0296
Si	-0.0258	-0.0004	-0.0115
Si	0.0211	-0.011	0.011
Si	-0.0021	0.0195	-0.019
Si	-0.0038	-0.002	-0.0081
Si	-0.001	-0.0102	-0.0042
Si	-0.0017	0.0103	-0.0093
Si	0.0054	0.0024	0.0155
Si	-0.0089	-0.0405	0.0301
Si	0.0159	-0.0143	0.0054
Si	0.0082	-0.0042	0.0219
Si	-0.0182	0.0078	-0.0214
Si	-0.0109	0.0125	0.0002
Si	0.0054	0.0029	0.0011
Si	-0.0032	-0.0238	-0.0104
Si	0.0077	-0.0043	-0.0045
Si	0.0033	0.0091	-0.0009
Si	0.0057	-0.0185	0.0007
Si	-0.0024	-0.0019	0.0011
Si	0.0107	-0.0186	0.0134
O	0.0168	-0.0019	0.0099
O	0.0006	-0.0008	-0.0044
O	0.0081	0.0171	-0.011
O	0.0009	-0.0038	0.0047
O	-0.003	0.0045	-0.0142
O	0.0047	-0.0059	-0.0091
O	0.0014	-0.0014	0.0034
O	0.0071	0.0084	0.0124
O	0.0029	0.0008	0.0038
O	0.005	0.0525	0.0141
O	-0.0006	0.0035	0.006
O	-0.0011	-0.0016	0.0033
O	0.0009	0.0002	0.0006
O	0.0027	0.0041	0.0041
O	-0.0005	-0.0019	0.0088
O	-0.0055	-0.0046	0.0018
O	0.001	0.0006	-0.0152
O	-0.0016	-0.0004	-0.0004
O	0.0012	-0.0007	-0.0035
O	0.0049	-0.0015	-0.0054
O	0.0006	0.0042	-0.0074
O	-0.007	0.0058	0.0059
O	0.002	-0.0043	-0.009
O	-0.003	-0.0071	-0.0067
Si	-0.0033	-0.001	0.0073
Si	0.0006	-0.0029	0.0106
Si	-0.0001	-0.0007	0.0026
Si	-0.0002	-0.0014	0.0005
Si	0.0012	-0.0002	0.0023
Si	-0.0004	-0.0008	0.0019
Si	-0.0055	0.0066	-0.0062
Si	0.0038	-0.0003	0.014
Si	0.0004	-0.0007	0.0013
Si	-0.0004	-0.0006	0.0018
Si	0.0015	-0.0007	-0.0079
Si	0.0006	0.0006	0.0026
Si	-0.0013	-0.0007	0.0023
Si	-0.0009	-0.0009	0.0018
Si	-0.0006	-0.0005	0.0051
Si	0.0007	0.0009	0.0068
Si	0	-0.0007	0.0044
Si	-0.0031	0.004	-0.0193
Si	-0.0018	0.0003	0.0091
Si	-0.002	-0.001	0.0074
Si	0.0016	0.0006	0.0156
Si	-0.0014	0.0002	-0.0056
Si	-0.001	-0.001	0.0052
Si	-0.001	0.0005	0.003
Si	0.0011	-0.0025	0.0007
Si	-0.0005	-0.0011	0.0117
Si	-0.0002	-0.0011	0.0073
Si	0.0003	-0.0023	-0.0018
Si	-0.0004	0.0005	0.005
Si	0.0003	0.0007	-0.0024
Si	0.0005	-0.0011	0.0039
Si	0.0003	0.0006	0
Si	0.011	-0.0023	-0.0025
Si	-0.0014	-0.0007	0.0035
Si	0.0012	0.0004	-0.0031
Si	-0.0009	0.0009	0.0007
Si	0.0005	-0.0007	0.0035
O	0.0009	0.0003	-0.0032
O	-0.0009	0.0004	0.001
O	-0.0037	0.0007	-0.0064
O	0.0017	0.0014	-0.0007
O	0.0002	-0.0003	-0.0012
O	-0.0017	-0.0003	-0.0025
O	-0.0001	0.0009	0.0005
O	0	-0.0007	0.0012
O	-0.0014	-0.0016	0.0002
O	0	-0.0009	-0.0044
O	0.0017	-0.0002	0
O	-0.0011	-0.0027	0.0002
O	-0.0018	-0.0003	0.0006
O	-0.0022	-0.003	-0.0042
O	0.0008	0.0028	0.0066
O	-0.0004	-0.0017	0.0018
O	0.0018	-0.0005	-0.0025
O	-0.0006	0	-0.0044
O	0.0002	-0.0007	-0.0016
O	0.0014	0.0002	-0.0014
O	0.0026	-0.0013	-0.0051
O	-0.0031	0.0019	-0.0001
O	-0.0002	-0.0017	-0.0036
O	-0.0038	0.0009	0.0023
O	-0.0008	-0.0024	0.0025
O	-0.0042	-0.0015	-0.0043
O	-0.0012	-0.002	-0.0071
O	0.0003	-0.0014	-0.0008
O	-0.0018	-0.0009	-0.0009
O	-0.0009	0.0008	-0.0033
O	-0.0016	0.0011	-0.0036
O	0.0001	-0.0014	-0.0005
O	0.0005	0.0018	-0.0072
O	-0.001	0.0011	-0.0021
O	0.0006	-0.0005	-0.0065
O	0.0004	0.0002	0.0022
O	0.0005	0.0001	-0.0038
O	-0.0011	0.0006	-0.0019
O	0.0004	-0.0004	-0.0032
O	-0.0011	0.0012	0.0004
O	-0.0019	-0.0008	-0.0002
O	-0.0014	0.0051	-0.001
O	0.0007	-0.0011	-0.0053
O	-0.0013	-0.0022	-0.0018
O	0.0027	0.0014	-0.0082
O	-0.0011	0.001	-0.007
O	0.0012	0.0017	-0.0024
O	-0.0006	-0.0033	-0.002
O	-0.0013	-0.0013	-0.0025
O	-0.0013	-0.0002	-0.0004
O	-0.0005	0.0024	-0.0055
O	0.0025	0.0026	-0.001
O	0	-0.0006	-0.0067
O	-0.001	-0.0003	0.0041
O	-0.0014	-0.0013	-0.0014
O	-0.0002	0.0002	-0.0015
O	-0.0025	0	-0.0007
O	-0.0029	-0.0016	0.0055
O	0.0024	-0.0014	0.0021
O	-0.0001	0.0006	-0.0073
O	-0.0012	-0.0007	-0.0071
O	0.0023	0.0017	-0.0017
O	0.0003	0.0024	0
O	-0.0001	-0.0007	-0.0027
O	-0.0006	0.0003	-0.0018
O	0.0009	0.0012	-0.0017

The program warned: the cutoff lies below the one the program advises for these potential files; the exchange-correlation potential is rough where the density is thin.
